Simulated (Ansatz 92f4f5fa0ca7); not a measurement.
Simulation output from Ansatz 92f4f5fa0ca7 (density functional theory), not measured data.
Periodic cell of 372 atoms, Si256O116, from a study of silicon, its oxide and their interface. The atomic structure is a simulated model.

Settings: functional r2SCAN; potential files Ansatz PAW; basis plane waves; wave-function cutoff 800 eV; density cutoff ratio 5; exchange-correlation grid ratio 1; k mesh 1 x 1 x 1, Gamma-centred; self-consistency stop 1e-10 eV per atom in the density residual; occupations fixed; spin none; net charge 0.

Cell vectors (angstrom)
a  16.332  0  0
b  0  16.332  0
c  0  0  24.6095

Atoms and the computed forces on them: element, x, y, z (angstrom), force x, y, z (eV/angstrom)
Si  1.4461  -1.0101  -1.6138  -0.0015  0.0261  0.1068
Si  3.4126  1.3896  -1.5362  0.0143  0.0143  -0.056
Si  -1.4329  3.9502  1.1145  0.0192  -0.0181  0.105
Si  3.8329  8.2187  -1.2776  0.0393  -0.05  0.0004
Si  -0.1818  11.651  -0.531  0.0206  0.0428  0.0148
Si  2.8388  14.0274  -0.2501  -0.1627  0.1515  -0.0213
Si  7.277  -3.7035  -2.5178  -0.0253  -0.0733  0.1019
Si  7.2674  1.032  -0.593  -0.0356  0.0272  0.0741
Si  4.5837  6.1007  0.4196  -0.0497  -0.1838  0.1488
Si  9.8807  10.9982  -0.1851  -0.1317  0.0222  -0.1397
Si  8.2315  12.7301  -0.3939  0.0323  -0.0686  -0.0193
Si  11.886  14.3002  -2.0495  0.052  -0.0196  0.0168
Si  9.301  -1.4208  -0.4417  0.0375  0.0568  0.1016
Si  18.0936  6.2775  -2.6263  -0.0002  0.0523  -0.0693
Si  10.2877  5.3423  0.2028  -0.0579  0.0228  -0.0109
Si  11.8879  6.5116  1.4786  0.0181  0.0107  -0.0258
Si  12.332  12.3337  1.3723  0.0125  -0.0115  -0.0075
Si  13.7985  13.7091  0.1718  -0.0835  -0.0418  -0.0434
Si  1.2402  1.3743  1.3457  -0.0744  0.0094  -0.0319
Si  4.0175  3.9835  1.3359  0.0133  0.0079  -0.0393
Si  1.6413  6.3614  1.4894  0.0794  0.0331  -0.0438
Si  4.3454  9.8603  1.3141  -0.0405  -0.0296  0.0033
Si  1.4929  12.4582  0.9758  -0.0295  -0.012  -0.0828
Si  4.1869  15.1846  1.2639  0.0429  0.036  -0.0768
Si  7.5484  1.9564  1.5205  -0.0212  -0.0359  0.0543
Si  9.1918  3.756  1.5972  0.043  0.0116  -0.0171
Si  6.5967  6.7606  1.445  0.0985  -0.0113  -0.0702
Si  8.0672  10.8088  2.7505  -0.0331  0.0077  -0.0238
Si  6.6479  12.0253  1.3107  0.07  0.1074  0.0098
Si  10.2355  15.5607  1.5914  0.0049  0.0344  -0.0017
Si  13.4106  2.1454  0.2421  -0.032  -0.0556  0.041
Si  11.9718  0.9936  1.7497  0.0048  0.0455  0.0053
Si  15.0792  9.2906  1.2578  0.0109  0.0184  -0.0137
Si  12.9865  7.6116  -0.2105  0.0304  0.0212  -0.0659
Si  12.6117  11.8542  -3.2292  -0.0288  -0.0401  -0.0024
Si  14.8988  15.0702  1.6695  -0.0343  0.0127  0.0255
Si  -0.1074  2.7293  2.7198  0.027  -0.0376  0.0141
Si  2.7182  0.0584  2.6508  -0.0338  -0.0371  0.0025
Si  0.2565  8.0518  2.5664  -0.0189  0.0189  0.0529
Si  2.7932  5.1614  3.0458  0.0513  0.0092  -0.1456
Si  0.1239  13.6245  2.621  0.0209  0.0523  0.0157
Si  2.7119  11.0342  2.5124  0.0503  -0.0122  -0.0198
Si  5.5728  2.7548  2.622  0.0447  -0.0204  -0.0194
Si  8.4117  0.1525  2.7948  -0.0015  0.0087  -0.0066
Si  5.4169  8.2738  2.7655  -0.0009  -0.009  0.0448
Si  8.0389  5.4296  2.8155  0.0082  0.0352  0.0735
Si  5.5158  13.711  2.5552  -0.0384  -0.1072  0.0419
Si  9.2132  9.3432  1.2916  -0.0126  -0.0675  0.0849
Si  10.874  2.7179  2.9078  -0.0341  -0.0429  0.0624
Si  13.5442  -0.0419  3.0979  -0.0169  -0.0464  0.0108
Si  10.7669  8.1738  2.6756  -0.0103  -0.0059  0.0303
Si  13.646  5.3886  2.5866  -0.0135  -0.0418  0.037
Si  11.0188  13.6786  2.8061  0.0265  0.0107  -0.0563
Si  13.6555  10.7673  2.5822  0.0367  -0.0361  0.0069
Si  1.2651  3.9356  4.2331  0.0234  -0.0499  0.0049
Si  4.1358  1.3891  3.9851  0.0228  0.0312  -0.0264
Si  1.4608  9.5488  3.939  0.0233  -0.0322  0.01
Si  4.0982  6.8116  4.1301  0.0226  0.0267  0.0062
Si  1.4138  14.9904  4.0475  0.0179  0.0032  0.0421
Si  4.087  12.3573  3.9392  0.0147  0.0258  0.0815
Si  6.7162  4.1065  4.1892  0.068  -0.0474  -0.0296
Si  9.5891  1.4067  4.3425  0.0214  0.0332  -0.0165
Si  6.7646  9.5378  4.2047  -0.0367  0.0375  -0.0103
Si  9.4635  6.8236  4.0932  -0.0212  -0.0108  -0.0071
Si  6.901  15.0319  3.9494  0.0069  0.0061  -0.0004
Si  9.514  12.2557  3.9786  0.0083  -0.0183  0.0066
Si  12.3348  4.1061  4.0936  -0.031  -0.0349  0.043
Si  14.9646  1.4159  4.2088  0.0007  -0.0142  -0.0137
Si  12.2389  9.4957  3.9854  0.0189  0.0338  -0.0264
Si  15.0461  6.7818  3.9253  0.011  -0.0148  -0.0334
Si  12.2733  14.8654  4.3741  -0.0291  0.0581  -0.0103
Si  15.0493  12.1849  3.9421  -0.0151  -0.0263  -0.0112
Si  0.0446  0.0068  5.4487  0.0181  0.0092  0.0168
Si  2.7554  2.6405  5.4737  -0.0365  0.0012  0.0116
Si  -0.0444  5.4456  5.4543  -0.0056  0.0308  0.0063
Si  2.7201  8.1969  5.4218  0.0069  0.0446  0.0352
Si  0.0538  10.8479  5.337  -0.0043  0.0237  -0.0176
Si  2.7602  13.6304  5.4069  0.0123  -0.0281  -0.0127
Si  5.478  0.0036  5.3524  0.0107  0.0279  -0.0412
Si  8.1184  2.7557  5.5408  -0.0042  0.0092  -0.0173
Si  5.4173  5.4805  5.5442  -0.0403  0.0265  -0.0264
Si  8.142  8.1514  5.5069  0.0102  -0.0151  0.0097
Si  5.3627  10.9586  5.4166  0.0017  0.004  0.0043
Si  8.1662  13.6234  5.3614  0.0184  0.0324  0.0096
Si  10.9175  -0.015  5.6331  0.0072  -0.0217  0.0103
Si  13.6117  2.7698  5.5519  0.0003  0.0125  0.0078
Si  10.8978  5.464  5.4134  0.0133  -0.0118  -0.0119
Si  13.6472  8.1309  5.3163  -0.0084  0.0271  0.012
Si  10.8814  10.8727  5.3452  0.0189  -0.0063  0.0156
Si  13.7284  13.4717  5.4914  0.0052  0.019  -0.031
Si  1.3984  1.3346  6.8599  0.0683  -0.016  -0.0078
Si  4.0426  4.0758  6.8342  -0.0068  0.0071  -0.0045
Si  1.3352  6.8232  6.7818  -0.0098  -0.0093  -0.0035
Si  4.0449  9.5624  6.8094  0.0134  -0.0134  0.0192
Si  1.3903  12.2254  6.7398  0.0047  0.0215  0.0055
Si  4.1186  14.9897  6.7562  -0.0079  0.0112  0.0009
Si  6.7579  1.3479  6.822  -0.0296  -0.0241  -0.0031
Si  9.524  4.1225  6.8175  0.0037  -0.0305  0.0074
Si  6.7972  6.8144  6.8845  0.0347  0.0039  0.0064
Si  9.5576  9.5234  6.7828  -0.0209  0.042  -0.0159
Si  6.7858  12.2885  6.7452  -0.013  0.0354  0.0186
Si  9.4683  14.9479  6.8337  0.0187  -0.0034  -0.0135
Si  12.2849  1.3875  6.9128  0.0111  0.0145  0.0183
Si  14.9676  4.1333  6.9014  -0.0209  -0.0471  -0.0027
Si  12.2886  6.8197  6.7541  0.0274  -0.026  -0.0025
Si  14.9959  9.5047  6.7008  -0.0091  0.0023  -0.0014
Si  12.2481  12.1605  6.7656  -0.0227  -0.0256  -0.005
Si  15.0246  14.952  6.792  0.0114  0.0072  0.0083
Si  0.0408  2.7493  8.2179  0.0189  0.0021  0.0152
Si  2.7573  -0.0286  8.1753  -0.0235  -0.0035  0.0024
Si  -0.0005  8.1997  8.1441  -0.0269  -0.0157  0.0053
Si  2.6708  5.4329  8.1658  0.0186  -0.0038  -0.0006
Si  0.0508  13.5959  8.1202  0.004  0.0016  -0.0014
Si  2.6957  10.9004  8.2029  0.0056  0.0064  -0.0018
Si  5.4122  2.7109  8.189  0.0036  -0.0279  0.0019
Si  8.1139  -0.0072  8.1912  0.0155  -0.0397  0.0175
Si  5.3966  8.1839  8.18  0.0183  0.008  -0.0015
Si  8.1653  5.4438  8.2095  -0.0187  0.0295  0.003
Si  5.4625  13.6517  8.1448  0.0066  -0.0283  0.0206
Si  8.1406  10.8833  8.087  0.0355  -0.0236  -0.0127
Si  10.8649  2.7598  8.1972  -0.0118  -0.001  0.0082
Si  13.6756  -0.011  8.1857  -0.0131  0.0133  0.0042
Si  10.9341  8.1524  8.1463  -0.0004  0.0257  0.0003
Si  13.6059  5.5198  8.2278  0.0004  -0.0168  -0.0172
Si  10.8673  13.5573  8.0959  -0.0009  0.0265  -0.0089
Si  13.6006  10.7998  8.1028  -0.0002  0.0281  -0.0047
Si  1.371  4.1194  9.6358  0.0276  0.0119  0.009
Si  4.0784  1.337  9.5551  -0.0051  0.0199  -0.0168
Si  1.3377  9.5146  9.5771  -0.0434  0.0017  0.0502
Si  4.0419  6.7697  9.5135  0.0152  0.0094  -0.0186
Si  1.3782  14.9597  9.516  0.06  -0.0114  0.0125
Si  4.0934  12.303  9.5046  0.0247  0.0076  -0.0003
Si  6.7816  4.0705  9.5485  0.0185  -0.0239  -0.0212
Si  9.482  1.3784  9.5235  -0.0003  0.0262  0.017
Si  6.7756  9.5583  9.4906  0.0088  0.0236  0.0026
Si  9.5391  6.8148  9.5167  0.0158  -0.0129  -0.0003
Si  6.787  14.9734  9.5846  0.0162  0.0438  0.0012
Si  9.5028  12.2104  9.459  -0.0034  -0.0065  -0.0184
Si  12.1995  4.1592  9.5384  -0.0108  0.0049  0.0142
Si  15.038  1.3517  9.5689  -0.0327  -0.032  0.0025
Si  12.3111  9.455  9.551  0.0028  -0.008  0.0138
Si  15.001  6.8915  9.5795  -0.0354  0.0113  0.0096
Si  12.2133  14.9476  9.4224  -0.0148  -0.0242  -0.014
Si  14.9385  12.2417  9.3809  -0.0253  0.017  -0.005
Si  0.0357  -0.067  10.9578  -0.0337  0.023  0.0037
Si  2.7052  2.6379  10.9438  0.0111  -0.0133  0.0035
Si  0.0721  5.616  10.973  -0.03  -0.0112  0.0322
Si  2.7599  8.1193  10.9314  0.0357  -0.0001  0.0011
Si  -0.1145  10.9375  10.8105  0.0244  0.0238  0.031
Si  2.7812  13.6949  10.8824  -0.0282  -0.0109  0.0014
Si  5.4729  0.0634  10.9563  0.0128  -0.0439  0.0296
Si  8.177  2.7728  10.9262  0.0005  -0.0139  -0.0301
Si  5.348  5.369  10.8965  0.0125  -0.0055  -0.0012
Si  8.1146  8.1487  10.8113  0.0176  -0.0074  0.0084
Si  5.4483  10.9442  10.8658  -0.0058  0.0101  -0.0082
Si  8.1418  13.5195  10.87  0.0214  0.0122  -0.0135
Si  10.8467  -0.0536  10.7886  0.0128  0.0306  0.0005
Si  13.6157  2.7893  10.7919  -0.0359  -0.0091  -0.0737
Si  10.8546  5.5  10.968  0.0232  -0.0037  -0.0094
Si  13.6716  8.1814  11.051  0.007  -0.0009  -0.0161
Si  10.8718  10.8389  10.7754  0.0113  -0.0378  -0.0233
Si  13.5597  13.5759  10.7372  -0.0096  -0.0131  -0.0086
Si  1.3936  1.2869  12.3835  0.0185  -0.0107  0.0014
Si  4.0677  3.9373  12.3336  -0.0131  0.0496  0.0169
Si  1.4691  6.8906  12.5156  -0.0199  0.0223  0.1017
Si  4.1234  9.5581  12.2024  -0.0268  -0.0241  -0.0343
Si  1.3389  12.2812  12.0495  0.0101  -0.0089  0.0175
Si  4.1223  15.0483  12.322  -0.0499  -0.0043  -0.0039
Si  6.8431  1.4544  12.3201  -0.0236  0.0016  -0.0095
Si  9.4875  4.1388  12.3488  -0.0033  -0.02  -0.0093
Si  6.7301  6.767  12.1559  0.0424  0.0229  0.0594
Si  9.4824  9.5222  12.1175  -0.0129  0.0019  0.0093
Si  6.7638  12.243  12.3255  -0.0011  -0.0159  -0.0053
Si  9.5145  14.8735  12.1729  0.0468  0.0236  0.029
Si  12.2219  1.3741  12.032  0.0155  0.0114  0.027
Si  16.2263  2.7912  13.3959  -0.023  -0.0041  0.0151
Si  12.2135  6.826  12.3758  0.0474  0.007  0.0238
Si  14.9928  9.6589  12.4042  -0.0156  -0.0182  0.0177
Si  12.246  12.1972  12.0909  -0.0309  0.0279  0.0232
Si  14.8576  14.8766  12.1666  0.0026  -0.0241  -0.0071
Si  -1.3994  4.2281  12.1251  -0.0746  -0.037  0.0958
Si  2.9422  0.1322  13.8458  -0.0125  -0.0426  0.0216
Si  2.2672  9.1743  18.0115  0.0123  -0.0072  -0.0303
Si  4.4275  5.9314  15.1256  0.0042  -0.1363  0.0543
Si  -0.0597  13.5271  13.4616  0.0064  0.005  -0.0595
Si  2.3989  10.6634  13.3524  -0.0027  0.0087  -0.0539
Si  6.8623  4.0648  17.5219  -0.0927  -0.0051  -0.0006
Si  8.1371  -0.1034  13.4792  -0.036  -0.0135  -0.0525
Si  5.5516  8.2429  13.5731  0.0291  0.1792  -0.0419
Si  8.0358  5.5068  13.6668  0.0466  0.056  0.0041
Si  6.5837  15.229  14.9497  -0.0365  -0.0168  0.0353
Si  8.1151  10.7559  13.5747  0.021  0.0314  0.0415
Si  12.7153  3.361  14.7721  0.0868  -0.0136  -0.1087
Si  13.5966  0.0868  13.4059  -0.0048  0.0895  0.0313
Si  10.7736  8.257  13.6008  -0.0002  0.0473  0.11
Si  13.4942  5.3261  13.6882  -0.0857  -0.0087  -0.0498
Si  9.7728  11.7754  14.786  -0.0081  -0.0142  -0.0593
Si  13.3607  10.9078  13.7108  -0.005  -0.0264  0.0488
Si  0.9976  4.0079  15.0235  -0.0005  -0.0128  -0.1091
Si  4.4873  1.2648  15.2535  -0.0416  -0.0408  -0.0228
Si  0.6216  8.9358  13.6271  -0.0149  -0.0108  -0.1006
Si  2.688  5.1631  13.7914  -0.0069  -0.0027  -0.0477
Si  1.9404  14.8482  15.1918  -0.0107  0.0639  -0.0326
Si  3.6124  12.1992  14.7055  -0.0678  -0.0153  0.0296
Si  5.5584  2.8036  13.8375  0.0546  0.0001  -0.0095
Si  9.763  0.995  14.7145  0.0595  -0.0343  -0.038
Si  7.3075  9.0041  14.916  0.0724  -0.0533  -0.0474
Si  9.009  7.3146  14.7663  -0.0209  -0.0216  -0.1689
Si  5.3441  13.5659  13.6894  0.0289  -0.0391  -0.0746
Si  10.8082  13.3781  13.4659  -0.0525  0.0416  -0.0417
Si  10.8932  2.6334  13.495  -0.0051  0.0336  -0.0071
Si  14.5478  1.8282  14.633  -0.0502  0.0147  -0.0212
Si  14.6639  11.7578  15.458  -0.1325  0.0495  -0.051
Si  15.2629  6.2072  16.0525  0.008  -0.056  -0.0814
Si  12.2612  15.5088  15.0236  -0.0211  -0.025  -0.0437
Si  11.5165  10.0621  14.9365  0.0056  -0.0112  -0.0908
Si  -0.8939  37.421  18.5668  0.0212  -0.0074  -0.032
Si  17.6428  -18.986  20.2637  -0.0011  0.0096  0.0182
Si  -7.029  8.4758  19.1417  -0.0244  -0.013  -0.0251
Si  -4.8057  36.1661  22.7349  -0.0501  0.0674  0.0315
Si  23.1365  8.9413  17.2479  0.027  -0.0336  -0.0099
Si  20.7946  -9.2232  17.7907  -0.0056  -0.0134  -0.0448
Si  -12.4256  4.9936  19.9802  -0.0073  -0.0308  -0.0311
Si  25.0756  13.8836  19.7102  -0.0314  -0.0083  -0.026
Si  -8.1976  -8.6581  24.5259  -0.0194  0.0034  -0.0083
Si  -7.2992  2.0023  17.4787  -0.0087  0.0077  -0.0263
Si  7.5184  7.9986  21.4104  0.0194  0.0345  0.0263
Si  11.4519  9.3981  22.5903  -0.0738  0.0097  0.0331
Si  11.5304  3.5801  17.6705  -0.0221  0.0107  -0.0388
Si  -13.9652  2.9385  24.6292  0.0788  -0.0894  0.0648
Si  14.426  25.2736  19.7875  -0.0168  0.0013  0.0034
Si  16.3048  25.469  15.875  0.03  -0.0384  -0.0264
Si  10.4389  6.5  17.5067  -0.0638  0.0876  -0.0721
Si  -19.9956  23.4977  21.5787  -0.0263  0.0331  0.0148
Si  -4.3886  8.9715  17.8893  -0.0287  0.0003  -0.0716
Si  4.9182  14.7136  22.3731  0.0419  0.1061  0.0222
Si  7.8876  13.196  16.7921  0.0302  -0.0088  -0.005
Si  -12.062  2.4749  18.1493  -0.0224  0.0047  -0.0226
Si  13.001  20.8682  20.2513  -0.0392  0.0312  0.0033
Si  -0.7263  -21.0777  21.0951  -0.0297  0.013  0.0259
Si  0.717  4.7492  24.5777  0.0287  0.039  -0.0637
Si  -2.3889  -2.0499  17.2726  0.0007  -0.0055  -0.0827
Si  19.8851  -4.6361  19.3656  0.0354  -0.0257  -0.0287
Si  16.8458  -0.7797  17.8872  0.0025  -0.0246  -0.1247
Si  6.4207  4.602  15.153  0.0158  -0.0175  -0.0153
Si  -25.8218  21.372  20.377  -0.017  -0.0287  -0.0127
Si  -11.5802  -15.591  20.5202  -0.0194  0.0594  0.0646
Si  -20.7894  13.8966  19.6744  -0.0055  -0.014  -0.0242
Si  -0.0246  18.4661  17.1437  -0.0212  -0.0261  -0.1089
Si  24.9162  19.0117  21.7221  -0.0373  0.018  0.0415
Si  21.6474  -4.792  17.098  0.0004  0.0198  -0.0162
Si  16.7819  7.1443  19.4865  0.012  0.0163  -0.0018
Si  5.4645  -6.2141  21.3854  -0.0041  -0.0732  0.0323
Si  -0.5207  0.2446  24.8012  0.104  -0.0162  -0.0103
Si  21.45  0.0542  24.0459  -0.0112  -0.0041  0.106
Si  7.8563  33.1832  19.8394  -0.0238  0.0181  -0.0025
O  -3.9566  -22.358  -2.9753  0.0393  0.0266  -0.0195
O  -2.1599  12.2399  -3.1648  0.0157  0.0062  0.0198
O  -16.2291  11.3857  -2.123  0.034  -0.0494  -0.0198
O  -8.4586  3.926  -3.6441  0.0203  0.005  -0.0159
O  -13.2395  -9.549  0.7518  -0.2556  0.2101  -0.0579
O  -4.2953  -4.0293  -4.6634  -0.0035  -0.0108  -0.0332
O  10.6935  4.933  -7.1654  0.0232  -0.032  -0.0079
O  -11.898  -0.7838  -3.588  -0.0011  -0.1249  -0.0418
O  12.2854  18.8195  -0.8844  0.0108  -0.0273  -0.0474
O  -8.0048  19.7581  -6.9554  0.0144  0.0295  0.0059
O  7.2543  22.7874  -3.5829  -0.0099  -0.023  0.0047
O  4.0538  5.9655  -7.8946  -0.0708  0.038  0.0452
O  10.6506  -7.0058  -5.791  0.0263  0.0202  0.0297
O  -17.7246  -19.9259  -0.4901  0.0777  -0.0184  0.0045
O  2.746  5.3008  -3.5155  -0.0008  -0.0116  0.0281
O  4.2663  11.2897  -8.7139  0.0354  -0.0059  0.0281
O  -0.6363  10.2284  0.0835  0.0212  -0.0047  -0.0029
O  5.3027  4.6417  -3.859  0.014  0.0124  0.0313
O  -5.8775  -1.4431  -1.6103  -0.0735  -0.0263  -0.0018
O  13.2886  9.3248  -5.9058  0.0276  0.023  0.0292
O  12.9396  -2.0718  -6.0714  -0.0127  0.0084  0.0647
O  -0.4675  12.4784  -9.9676  0.0329  -0.1317  0.0517
O  7.6485  24.4953  -1.5798  -0.0012  0.0183  -0.0079
O  19.938  9.1559  0.0432  -0.015  0.0191  0.0429
O  4.5809  7.4892  -9.9412  -0.0641  -0.0148  -0.0605
O  -18.0429  17.5592  -0.3739  0.0407  -0.0499  0.0076
O  1.1279  14.8798  -5.3997  0.0092  -0.0068  0.06
O  8.255  16.0867  -0.8915  0.0105  0.0249  -0.0587
O  13.8095  -8.1789  -3.5694  0.0351  0.0109  -0.0103
O  -4.3925  -22.8518  -8.1004  0.0231  -0.0059  0.112
O  15.3932  31.213  -6.9646  0.0049  0.0088  0.0341
O  44.9164  9.0099  -0.6553  -0.0231  0.0326  0.0272
O  -3.1215  23.0437  -1.5628  0.0289  -0.0505  0.0017
O  20.1927  34.6089  -7.9704  0.0054  0.0574  0.0111
O  -8.7823  -1.6925  16.1388  0.0007  0.014  0.0036
O  11.1691  4.8653  23.5247  0.0127  -0.0207  -0.0199
O  -6.2477  2.9872  22.2362  -0.0069  -0.0129  -0.0188
O  -2.2219  12.799  16.5981  0.0139  -0.0138  0.0612
O  8.8241  17.7745  20.7263  0.0363  -0.0212  0.0174
O  -8.0597  0.8483  18.3101  -0.0027  -0.0158  -0.0185
O  9.616  -9.4225  18.8369  0.0296  -0.0204  0.0542
O  -8.2377  -1.0358  20.1185  0.0142  -0.0072  0.0085
O  -9.9941  25.2388  20.7622  -0.0024  -0.0113  -0.052
O  -1.214  17.9318  16.1709  0.0531  0.0294  0.0963
O  18.8972  10.6008  18.698  -0.019  0.0143  0.0133
O  28.0976  -2.3111  14.6459  -0.0122  -0.0211  0.0348
O  11.8152  7.384  17.4951  0.0187  -0.0151  0.0052
O  33.7942  2.8942  16.2476  0.0216  -0.0329  0.0503
O  -3.093  -17.3193  16.2887  0.04  0.0003  0.0133
O  -5.7498  2.2776  17.8624  0.0206  0.0024  0.0215
O  -12.1267  18.1068  21.673  -0.0178  0.0089  -0.0359
O  3.6222  -7.8736  17.5248  0.0021  0.0121  0.0014
O  3.5628  3.7671  18.9145  -0.0192  0.0143  0.0018
O  -7.0793  22.8231  24.2618  -0.004  -0.0066  -0.0151
O  -3.9671  6.0039  20.5109  -0.0144  -0.0162  -0.0223
O  -0.9144  7.8884  19.0943  -0.0241  -0.0187  0.0224
O  14.2428  -10.0498  14.8067  0.0399  -0.0269  0.0251
O  6.3456  0.8897  20.277  0.0214  -0.0003  -0.0022
O  10.125  -6.1164  22.9865  0.0359  0.0181  -0.0463
O  8.1554  9.0108  18.1317  -0.0243  0.0259  0.0068
O  12.2311  31.077  21.0341  -0.0073  0.0369  -0.0307
O  25.8259  39.5706  16.2711  0.0424  -0.082  0.071
O  15.2961  10.2125  20.2909  0.0074  -0.0204  -0.0104
O  17.2819  21.7429  23.0849  0.0229  -0.0247  0.0746
O  -17.3984  10.3837  16.1296  0.0393  0.0191  -0.0112
O  -8.2899  13.3165  18.3782  0.0133  -0.0091  0.032
O  12.3942  3.7514  19.0011  0.0244  -0.0266  0.0169
O  14.6123  5.4678  17.3472  -0.0265  0.0019  -0.0123
O  2.1963  0.3875  22.6135  -0.1062  -0.011  -0.023
O  4.1471  6.4103  19.2092  0.006  0.0271  0.0485
O  15.6635  7.7301  16.3818  -0.0049  0.0478  0.0085
O  0.2238  5.3227  15.6237  -0.0612  0.0463  0.0045
O  10.9428  -16.2682  15.3843  -0.0059  0.0178  0.0174
O  22.8493  11.1923  21.9918  0.0155  0.0139  0.0156
O  0.4598  0.8432  17.9914  0.0061  -0.004  0.0584
O  5.8491  -6.1699  17.7257  0.0037  -0.0344  0.0232
O  -5.0509  -8.3356  21.7938  0.0447  -0.0205  -0.0251
O  20.404  33.8439  19.1161  0.0046  -0.0116  0.0087
O  16.4387  28.9268  20.1482  -0.0076  -0.0017  -0.0206
O  6.862  5.1494  18.7442  0.0239  0.0466  -0.002
O  2.6999  -3.4515  20.0375  0.0295  -0.0001  -0.0051
O  5.5074  10.9229  25.3882  -0.0434  -0.0166  -0.0287
O  0.5977  -9.4273  21.0633  -0.0145  -0.0036  0.0064
O  -11.5162  6.9172  23.5988  0.0348  0.0496  0.0539
O  5.565  16.37  15.5949  0.0438  0.0011  0.0203
O  -6.0245  14.124  19.3549  0.0164  0.0137  -0.0209
O  22.9157  -4.0313  16.4713  -0.0273  0.0275  -0.0405
O  -7.1196  -20.1625  16.1717  -0.0246  0.0081  0.0352
O  -10.5117  2.8908  17.9559  0.0623  -0.0031  0.0283
O  4.499  27.2619  20.4063  -0.0322  0.0185  -0.0336
O  0.5705  14.7533  14.327  -0.0171  0.0629  -0.0011
O  6.0116  7.553  17.5745  0.0208  -0.0058  0.0066
O  11.2795  -4.7199  24.9588  0.0685  0.0311  0.0929
O  1.5495  -1.0743  16.6909  -0.013  -0.016  0.0693
O  3.8341  29.9923  23.0378  0.0822  -0.115  -0.0075
O  15.7885  19.5646  18.2045  -0.008  0.0384  0.0183
O  14.5778  4.7275  19.9459  0.0315  0.0058  0.0159
O  8.4113  12.8446  20.9202  0.0174  0.0138  -0.0373
O  -3.7117  20.0369  21.5703  0.0456  -0.0326  -0.0406
O  16.7678  22.0079  18.779  0.0036  -0.0197  -0.0075
O  17.6129  -1.9735  21.7176  -0.0479  -0.0271  -0.0408
O  -23.7695  1.6241  15.9268  -0.0238  0.0175  0.0407
O  6.1936  13.8321  21.9155  -0.0383  -0.0262  -0.0614
O  8.8484  -7.7604  20.6792  -0.0022  -0.0058  0.0044
O  -14.6853  8.1065  19.0399  0.0079  -0.0186  0.0433
O  -3.2765  14.6393  23.6297  -0.0122  0.081  0.0142
O  17.6119  9.445  16.7747  0.0348  0.0114  0.0207
O  4.5002  9.327  22.3891  -0.0266  0.0387  0.0057
O  -0.0405  -0.6217  23.5036  -0.0362  0.0221  -0.0711
O  35.1845  -8.769  22.6376  -0.0048  -0.0201  0.0479
O  11.8011  -3.6537  22.5123  -0.0262  0.0313  0.0544
O  -3.851  3.4032  16.3929  -0.0046  -0.0346  0.1233
O  14.4072  8.0435  25.0472  -0.0461  -0.0156  0.019
O  4.5373  12.3586  18.2515  -0.0168  0.0126  0.0161
O  -13.6826  13.3832  15.3093  -0.0033  -0.0034  0.0053
O  40.2636  2.2085  22.9269  0.0175  -0.0001  -0.0203

Results
free energy: -229899.303 eV
free energy less fixed offsets of O -570.45, Si -639.56 eV per atom: 0.257 eV

The program warned: the cutoff lies below the one the program advises for these potential files; the forces do not sum to zero within the program's tolerance; empty levels may hold ghost states of the PAW files; the exchange-correlation potential is rough where the density is thin.
